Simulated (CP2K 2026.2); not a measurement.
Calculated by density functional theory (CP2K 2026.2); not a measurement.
Periodic cell of 504 atoms, Si360O144, from a study of silicon, its oxide and their interface. The atomic structure is a simulated model.
Doubt: the forces sum to 0.49 eV/angstrom along one axis rather than to zero, so they err by at least 0.0010 eV/angstrom per atom on average; the grid cutoff is modest.

Settings
functional: PBE
method: Gaussian and plane waves
basis set: DZVP-MOLOPT-SR-GTH
pseudopotentials: GTH-PBE
grid cutoff: 350 Ry, relative cutoff 50 Ry
k points: Gamma only
occupations: fixed
spin: none
net charge: 0

Cell vectors (angstrom)
a 16.32 0 0
b 0 16.32 0
c 7.662 -0.5284 34.1476

Atoms and the computed forces on them: element, x, y, z (angstrom), force x, y, z (eV/angstrom)
Si 1.233 15.252 0.177 0.079 0.081 -0.382
Si 12.041 0.683 33.924 -0.137 0.15 -0.202
Si 0.891 4.304 0.075 0.046 -0.012 -0.518
Si 3.975 6.965 0.163 -0.072 -0.047 -0.026
Si 1.687 9.14 0.033 -0.175 0.076 -0.238
Si 4.264 12.015 0.11 -0.003 0.117 -0.211
Si 6.483 15.228 0.142 -0.007 -0.04 -0.161
Si 9.345 1.725 0.011 -0.037 0.016 0.005
Si 14.75 3.375 34.089 0.015 0.073 -0.002
Si 9.794 6.549 0.2 -0.022 0.09 -0.339
Si 6.447 9.764 0.056 0.187 -0.064 -0.166
Si 17.364 11.491 34.096 0.02 -0.035 -0.04
Si 12.6 14.711 0.126 0.008 -0.035 -0.033
Si 15.199 0.941 0.252 -0.082 0.129 -0.372
Si 12.059 4.369 0.16 0.168 -0.155 -0.277
Si 15.074 6.503 0.309 -0.027 0.081 -0.201
Si 11.949 9.856 0.094 -0.052 -0.044 -0.09
Si 14.85 12.581 0.09 0.003 -0.071 -0.267
Si 2.789 0.18 1.367 0.068 -0.034 -0.285
Si 5.485 2.732 1.281 0.091 -0.022 -0.34
Si 2.687 5.345 1.325 -0.122 0.138 -0.196
Si 5.433 8.194 1.509 -0.052 0.037 -0.199
Si 2.712 10.82 1.403 0.016 -0.124 -0.162
Si 5.364 13.644 1.46 -0.022 -0.047 -0.152
Si 8.164 0.08 1.338 -0.023 0.104 -0.219
Si 10.885 2.765 1.453 0.008 0.04 -0.201
Si 8.182 5.412 1.442 -0.006 -0.11 -0.19
Si 10.872 8.226 1.454 0.084 0.016 -0.152
Si 8.127 10.888 1.337 -0.044 -0.002 -0.219
Si 10.898 13.57 1.35 0.034 0.019 -0.336
Si 13.658 16.193 1.616 -0.033 -0.025 -0.234
Si 16.223 2.716 1.489 -0.036 -0.181 -0.187
Si 13.578 5.366 1.653 -0.002 0.045 -0.248
Si 16.335 8.143 1.429 0.072 -0.003 -0.305
Si 13.626 10.955 1.371 -0.028 0.106 -0.229
Si 16.374 13.67 1.496 -0.037 0.05 -0.168
Si 1.408 1.452 2.803 0.011 0.016 0.119
Si 4.086 4.044 2.701 0.031 -0.004 -0.012
Si 1.37 6.747 2.798 0.041 -0.026 -0.029
Si 4.061 9.528 2.861 -0.027 0.014 0.158
Si 1.371 12.22 2.772 0.078 -0.051 0.06
Si 4.017 15.024 2.789 -0.03 -0.037 0.084
Si 6.8 1.397 2.776 0.041 -0.039 -0.098
Si 9.528 4.09 2.863 0.029 0.024 0.134
Si 6.818 6.798 2.784 0.046 0.006 0.065
Si 9.449 9.531 2.794 -0.033 0.007 0.024
Si 6.817 12.288 2.756 -0.017 0.004 0.067
Si 9.528 14.986 2.696 -0.004 -0.014 -0.101
Si 12.233 1.337 2.801 -0.03 0.053 -0.025
Si 14.905 3.98 2.95 -0.063 -0.015 0.162
Si 12.249 6.876 2.856 -0.056 0.051 0.145
Si 14.975 9.559 2.749 -0.024 -0.043 -0.029
Si 12.248 12.252 2.81 -0.017 0.041 -0.004
Si 15.037 14.929 2.965 0.04 -0.02 0.256
Si 16.395 0.05 4.227 -0.063 -0.03 -0.104
Si 2.768 2.764 4.192 -0.057 -0.074 -0.009
Si 16.31 5.416 4.207 0.085 0.028 -0.055
Si 2.71 8.13 4.209 -0.026 0.005 -0.106
Si 16.322 10.89 4.159 -0.019 0.018 0.031
Si 2.705 13.61 4.163 -0.019 0.088 -0.023
Si 5.439 0.015 4.158 0.021 0.052 -0.058
Si 8.148 2.727 4.209 -0.002 0.024 -0.081
Si 5.424 5.429 4.114 0.004 -0.003 -0.002
Si 8.139 8.156 4.19 0.036 0.045 0.016
Si 5.458 10.922 4.172 -0.04 -0.03 -0.078
Si 8.181 13.647 4.124 -0.038 -0.091 0.033
Si 10.856 -0.012 4.145 0.006 0.01 0.052
Si 13.536 2.65 4.271 0.091 0.04 0.033
Si 10.88 5.488 4.22 -0.043 -0.012 -0.114
Si 13.637 8.222 4.186 -0.059 -0.066 0.018
Si 10.851 10.884 4.162 0.083 0.026 -0.048
Si 13.599 13.582 4.249 0.013 -0.038 -0.058
Si 17.684 14.985 16.574 -0.026 -0.002 0.045
Si 4.066 1.352 16.554 0.026 0.01 0.052
Si 17.656 4.041 16.548 0.053 0.01 0.062
Si 4.095 6.801 16.573 -0.034 -0.03 0.05
Si 17.695 9.519 16.554 0.023 -0.018 0.012
Si 4.08 12.255 16.567 0.02 -0.004 0.027
Si 6.798 14.973 16.561 0 -0.015 0.042
Si 9.515 1.384 16.564 -0.004 0.024 0.036
Si 6.785 4.09 16.555 -0.017 0.006 0.044
Si 9.509 6.828 16.505 -0.021 0.045 0.017
Si 6.782 9.512 16.537 0.029 0.035 0.052
Si 9.529 12.258 16.56 -0.005 -0.039 0.042
Si 12.239 14.98 16.55 0.01 0.016 0.06
Si 14.989 1.377 16.57 -0.028 -0.051 0.056
Si 12.261 4.097 16.534 0.03 -0.014 0.013
Si 14.955 6.798 16.545 -0.013 0.002 0.024
Si 12.226 9.551 16.526 -0.015 0.007 0
Si 14.966 12.275 16.54 -0.003 0.028 0.005
Si 19.018 0.037 17.975 0.071 -0.06 0.014
Si 5.45 2.681 17.921 -0.075 0.011 0.072
Si 19.039 5.385 17.886 -0.057 0.062 0.033
Si 5.455 8.166 17.969 -0.002 0.017 -0.027
Si 19.079 10.849 17.941 -0.04 0.057 -0.035
Si 5.409 13.65 17.944 0.021 -0.074 0.116
Si 8.174 -0.005 17.942 -0.035 0.036 -0.019
Si 10.873 2.786 17.906 0.043 -0.058 0.067
Si 8.12 5.521 17.886 0.087 -0.055 -0.009
Si 10.883 8.161 17.879 -0.078 0.029 0.132
Si 8.151 10.868 17.89 -0.034 0.002 0.102
Si 10.885 13.632 17.947 0.028 0.011 -0.039
Si 13.614 0.013 17.917 0.016 0.036 0.055
Si 16.333 2.708 18.007 0.004 0.024 -0.012
Si 13.634 5.414 17.94 -0.07 0.003 0.037
Si 16.31 8.166 17.904 0.06 -0.021 0.048
Si 13.543 10.967 17.882 0.076 -0.076 -0.021
Si 16.345 13.598 17.938 -0.063 0.026 0.057
Si 17.679 1.353 19.427 -0.009 0.023 0.01
Si 20.378 4.021 19.283 0.01 -0.125 -0.088
Si 17.656 6.723 19.248 -0.035 -0.093 -0.072
Si 20.403 9.485 19.363 -0.004 0.057 -0.009
Si 17.753 12.24 19.293 0.045 -0.009 -0.111
Si 20.382 15.03 19.37 0.077 0.027 -0.065
Si 6.825 1.344 19.323 -0.059 -0.017 -0.05
Si 9.512 4.218 19.231 0.062 0.081 -0.129
Si 6.811 6.822 19.365 0.011 0.055 0.087
Si 9.507 9.495 19.274 0.051 -0.045 -0.015
Si 6.78 12.233 19.253 -0.037 -0.025 -0.206
Si 9.538 14.977 19.335 -0.021 0.01 -0.023
Si 12.249 1.411 19.262 0.034 0.069 -0.087
Si 14.976 4.07 19.388 -0.044 0.027 -0.052
Si 12.244 6.796 19.253 0.032 -0.033 -0.137
Si 14.932 9.615 19.18 -0.023 0.042 -0.207
Si 12.226 12.292 19.348 0.024 -0.005 0.035
Si 14.953 14.948 19.311 -0.044 -0.046 -0.032
Si 16.278 -0.042 20.743 -0.043 -0.096 0.135
Si 19.053 2.727 20.805 0.021 0.12 0.157
Si 16.331 5.428 20.766 0.052 -0.002 0.391
Si 19.023 8.019 20.623 -0.018 -0.089 0.274
Si 16.314 10.902 20.563 -0.022 0.023 0.183
Si 19.061 13.611 20.726 0.016 -0.022 0.207
Si 5.455 0.044 20.791 0.05 -0.048 0.21
Si 8.204 2.827 20.538 -0.056 -0.039 0.186
Si 5.424 5.373 20.622 -0.04 -0.037 0.15
Si 8.214 8.155 20.775 0.008 0.04 0.21
Si 5.463 10.887 20.694 -0.002 0.119 0.198
Si 8.15 13.563 20.62 0.01 -0.119 0.234
Si 10.922 0.062 20.648 0.042 0.034 0.184
Si 13.564 2.741 20.736 0.02 -0.118 0.262
Si 10.858 5.522 20.687 -0.006 0.045 0.223
Si 13.605 8.236 20.491 -0.146 0 0.237
Si 10.832 10.899 20.641 -0.068 -0.039 0.327
Si 13.592 13.627 20.769 0.049 0.052 0.292
Si 17.435 14.686 22.079 0.157 0.062 0.344
Si 20.71 1.702 22.164 0.013 -0.212 0.405
Si 17.891 4.255 22.226 -0.024 0.017 -0.017
Si 20.143 6.389 21.994 0.016 0.148 0.138
Si 17.359 9.194 21.77 0.037 0.06 0.277
Si 20.718 12.518 22.046 -0.172 -0.179 0.233
Si 6.65 14.697 22.003 0.075 0.189 0.175
Si 9.819 1.765 21.832 -0.153 -0.09 0.248
Si 6.673 3.896 21.969 0.208 0.151 0.358
Si 9.872 7.11 22.195 -0.124 -0.122 0.33
Si 7.04 9.761 22.041 0.096 0.068 0.036
Si 9.22 11.987 22.025 0.005 0.016 0.043
Si 12.408 15.258 22.099 0.004 0.028 0.099
Si 14.662 1.08 22.049 -0.03 -0.016 0.124
Si 11.988 3.979 22.035 -0.083 0.009 0.268
Si 15.093 7.127 21.888 0.062 0.077 0.233
Si 12.082 9.352 21.89 0.105 0.114 0.092
Si 15.257 12.44 22.021 -0.039 -0.05 0.338
Si 7.785 6.83 29.026 0.034 -0.073 -0.257
Si 14.244 9.817 26.752 0.236 -0.249 0.372
Si 12.363 13.538 29.67 0.271 -0.034 -0.376
Si 18.916 9.358 28.192 -0.06 0.116 0.087
Si 19.747 12.075 25.031 0.078 0.239 0.534
Si 14.227 10.995 29.465 -0.082 0.006 -0.331
Si 22.405 12.579 29.082 -0.156 -0.103 -0.249
Si 20.625 0.767 25.16 0.193 0.122 0.562
Si 11.076 13.383 24.158 -0.126 0.02 0.331
Si 14.474 6.753 26.656 0.247 0.407 0.452
Si 8.386 2.558 31.265 -0.274 0.157 -0.567
Si 16.98 6.52 31.357 0.177 -0.127 -0.618
Si 20.346 3.187 31.28 -0.087 0.199 -0.461
Si 14.702 8.525 31.201 -0.083 0.172 -0.6
Si 11.742 0.939 26.333 -0.021 0.002 0.365
Si 22.166 0.797 31.458 0.035 -0.098 -0.465
Si 21.676 15.332 29.116 -0.073 -0.026 -0.266
Si 16.102 13.52 32.241 -0.132 -0.043 -0.644
Si 17.586 7.303 26.324 0.038 -0.076 0.51
Si 9.258 6.686 25.355 -0.037 0.168 0.545
Si 7.597 4.193 24.947 -0.122 -0.172 0.477
Si 21.567 3.261 26.864 -0.058 0.155 0.269
Si 16.295 1.197 29.036 0.062 0.09 -0.094
Si 15.82 3.087 24.121 -0.028 -0.118 0.517
Si 7.835 8.812 31.485 0.025 -0.299 -0.692
Si 13.383 11.178 24.09 0.174 -0.233 0.308
Si 18.402 15.604 32.266 0.21 0.066 -0.562
Si 13.151 6.566 29.458 -0.056 0.191 -0.401
Si 13.77 5.406 24.027 -0.164 0.184 0.51
Si 22.659 4.184 29.566 0.082 -0.01 -0.305
Si 19.715 7.288 30.029 -0.267 0.039 -0.583
Si 18.718 9.508 24.466 -0.175 -0.047 0.585
Si 7.127 15.608 24.887 -0.095 -0.101 0.524
Si 21.468 10.608 27.049 0.055 0.023 0.237
Si 21.44 7.729 32.324 -0.083 -0.251 -0.46
Si 21.571 8.157 24.138 0.144 -0.112 0.446
Si 14.433 2.198 26.742 -0.228 -0.218 0.428
Si 18.78 15.825 29.06 0.055 0.12 -0.572
Si 16.63 11.26 27.726 0.099 -0.046 0.055
Si 10.338 13.099 31.998 0.119 0.087 -0.261
Si 10.649 5.921 27.939 -0.091 0.014 0.069
Si 7.069 8.388 26.409 0.179 0.046 0.384
Si 7.694 14.441 27.488 0.072 0.047 0.251
Si 19.179 5.238 27.696 0.009 -0.056 0.092
Si 10.779 14.391 27.111 -0.083 0.295 0.495
Si 18.44 15.012 25.037 -0.217 -0.174 0.481
Si 16.95 14.185 27.332 -0.116 -0.032 0.133
Si 7.646 11.645 31.431 -0.256 0.172 -0.589
Si 12.868 4.797 32 0.011 0.008 -0.501
Si 11.329 2.375 31.241 0.108 -0.052 -0.579
Si 15.107 14.864 29.657 -0.208 0.294 -0.492
Si 9.148 1.497 24.724 0.142 0.121 0.536
Si 17.5 3.873 29.94 0.046 -0.071 -0.429
Si 12.082 3.04 28.369 -0.097 0.083 -0.128
Si 1.385 14.966 5.581 -0.011 -0.033 0.009
Si 4.101 1.373 5.561 -0.026 -0.008 -0.067
Si 1.38 4.09 5.576 0.019 0.039 -0.028
Si 4.096 6.778 5.55 -0.044 0.036 -0.044
Si 1.348 9.522 5.551 0.011 -0.049 -0.043
Si 4.086 12.27 5.543 0.054 0.012 -0.024
Si 6.807 14.976 5.53 0.009 0.015 -0.069
Si 9.515 1.349 5.554 -0.039 0.005 -0.055
Si 6.776 4.103 5.548 0.041 -0.043 -0.06
Si 9.507 6.826 5.584 0.021 -0.007 -0.01
Si 6.791 9.536 5.553 -0.024 -0.004 -0.03
Si 9.511 12.269 5.533 0.031 0.025 -0.064
Si 12.218 14.972 5.563 0.046 0.004 -0.044
Si 14.972 1.347 5.6 -0.012 -0.011 0.021
Si 12.218 4.094 5.589 -0.02 -0.006 -0.007
Si 14.964 6.818 5.56 0.004 0.013 -0.034
Si 12.235 9.546 5.554 -0.013 0.008 -0.044
Si 14.974 12.223 5.584 -0.053 -0.026 -0.015
Si 2.743 0.013 6.941 0.02 -0.038 0.01
Si 5.444 2.736 6.937 -0.006 0.009 0.025
Si 2.733 5.448 6.946 -0.015 -0.008 0.021
Si 5.437 8.164 6.922 0.008 0.005 -0.001
Si 2.722 10.892 6.91 -0.013 -0.002 -0.012
Si 5.449 13.622 6.919 -0.023 -0.019 -0.004
Si 8.153 0.003 6.929 0.023 -0.002 0.015
Si 10.859 2.72 6.941 0.001 0.039 -0.003
Si 8.141 5.452 6.934 -0.007 0.032 0
Si 10.881 8.185 6.938 0.01 -0.017 0.002
Si 8.158 10.902 6.916 0.003 -0.016 0.003
Si 10.867 13.609 6.933 -0.006 -0.005 0.011
Si 13.594 -0.01 6.95 0.037 -0.013 -0.001
Si 16.331 2.731 6.948 -0.018 -0.007 -0.007
Si 13.6 5.457 6.938 0.005 -0.008 -0.021
Si 16.319 8.171 6.941 -0.005 0.002 0.011
Si 13.595 10.884 6.948 0.022 0.001 0.022
Si 16.328 13.603 6.942 -0.025 0.05 -0.009
Si 17.691 1.365 8.313 -0.028 -0.014 -0.005
Si 4.084 4.086 8.319 -0.007 -0.005 -0.002
Si 17.686 6.813 8.31 0.01 0.019 -0.003
Si 4.075 9.529 8.292 -0.008 -0.012 -0.003
Si 17.691 12.243 8.306 0.006 -0.001 -0.001
Si 4.097 14.971 8.311 0.011 0.035 0.005
Si 6.803 1.37 8.307 0.009 0.002 -0.007
Si 9.502 4.088 8.308 -0.008 -0.03 0.005
Si 6.793 6.816 8.31 0.009 -0.002 0.003
Si 9.516 9.546 8.303 0.026 0.014 0.001
Si 6.798 12.255 8.297 -0.005 -0.005 -0.002
Si 9.51 14.969 8.309 -0.004 -0.006 -0.007
Si 12.234 1.367 8.309 0.019 0.02 0.004
Si 14.963 4.096 8.309 0.028 0.032 0.01
Si 12.238 6.817 8.31 -0.013 -0.01 0.007
Si 14.957 9.526 8.318 -0.033 -0.026 0.002
Si 12.235 12.254 8.309 0.021 0.011 -0.008
Si 14.96 14.955 8.316 -0.034 -0.028 0.014
Si 16.323 0.004 9.679 0.001 0.008 0.001
Si 2.724 2.726 9.689 0.006 0.006 0.004
Si 16.324 5.454 9.684 -0.014 -0.012 -0.002
Si 2.721 8.176 9.682 -0.012 0.002 0.001
Si 16.323 10.889 9.684 -0.007 0.002 0
Si 2.73 13.607 9.677 -0.006 -0.009 -0.001
Si 5.447 0.013 9.687 -0.009 -0.01 -0.001
Si 8.154 2.727 9.689 0 0.013 0.004
Si 5.439 5.453 9.688 0.001 0.004 0.005
Si 8.158 8.179 9.675 -0.007 -0.006 0.003
Si 5.435 10.891 9.667 0.002 -0.007 -0.007
Si 8.152 13.612 9.682 0.019 0.004 0.002
Si 10.874 0.009 9.683 0.001 -0.003 0
Si 13.598 2.733 9.676 -0.003 -0.006 0.003
Si 10.872 5.451 9.675 0.012 0.005 -0.005
Si 13.598 8.169 9.691 0.018 0.002 0.009
Si 10.876 10.899 9.685 -0.002 -0.005 -0.002
Si 13.597 13.605 9.69 0.007 0.002 0.012
Si 17.684 14.964 11.052 0.003 -0.003 -0.002
Si 4.084 1.366 11.062 -0.003 0.002 0
Si 17.681 4.089 11.055 -0.002 -0.002 0
Si 4.075 6.812 11.057 0.002 0.004 -0.002
Si 17.681 9.53 11.062 0.001 -0.001 0.003
Si 4.083 12.247 11.056 -0.001 -0.003 0
Si 6.8 14.971 11.063 0.004 0.009 0.002
Si 9.518 1.369 11.062 0.01 0 0.003
Si 6.796 4.089 11.061 0.002 -0.004 -0.002
Si 9.516 6.815 11.051 0.001 0.001 -0.007
Si 6.793 9.535 11.048 0.008 -0.002 -0.006
Si 9.516 12.259 11.057 -0.006 -0.002 -0.002
Si 12.237 14.973 11.057 0.006 -0.005 0
Si 14.96 1.37 11.047 -0.006 0.007 0.002
Si 12.235 4.092 11.05 -0.001 0.004 0.003
Si 14.964 6.811 11.061 -0.002 -0.002 0.007
Si 12.239 9.537 11.058 0 -0.005 -0.002
Si 14.963 12.249 11.06 -0.013 -0.002 0
Si 19.044 0 12.428 -0.014 0.004 -0.002
Si 5.436 2.73 12.438 0.007 -0.002 0.005
Si 19.038 5.447 12.431 -0.003 0.001 -0.002
Si 5.435 8.174 12.426 0.002 -0.001 -0.002
Si 19.039 10.893 12.436 0.002 -0.009 -0.003
Si 5.44 13.607 12.434 -0.012 0.001 -0.001
Si 8.157 0.012 12.44 0.007 -0.014 -0.003
Si 10.883 2.73 12.432 -0.004 0.008 0
Si 8.16 5.45 12.427 -0.008 0.004 -0.003
Si 10.874 8.177 12.425 0.012 -0.008 -0.001
Si 8.149 10.9 12.42 0.016 -0.001 -0.009
Si 10.876 13.619 12.433 0.003 0.005 -0.001
Si 13.601 0.015 12.426 0.003 0.004 -0.002
Si 16.322 2.725 12.424 -0.001 0.009 -0.002
Si 13.598 5.45 12.426 0.008 -0.007 -0.007
Si 16.326 8.166 12.441 -0.016 0.01 0
Si 13.604 10.891 12.436 0.001 0.001 -0.004
Si 16.323 13.612 12.433 0.002 -0.011 0.004
Si 17.681 1.359 13.794 0.016 -0.011 -0.004
Si 4.069 4.085 13.81 -0.01 0.019 0.007
Si 17.685 6.8 13.816 0.012 -0.011 0.005
Si 4.079 9.531 13.808 -0.009 -0.004 -0.002
Si 17.682 12.255 13.813 -0.018 0.025 -0.003
Si 4.078 14.962 13.81 0.026 -0.015 -0.003
Si 6.794 1.371 13.814 -0.02 0.027 -0.004
Si 9.521 4.09 13.804 0.023 -0.011 -0.008
Si 6.79 6.805 13.793 0.018 -0.002 -0.007
Si 9.509 9.543 13.787 -0.03 0.019 -0.01
Si 6.8 12.252 13.81 0.018 -0.023 0
Si 9.517 14.976 13.815 0 0.007 0.006
Si 12.246 1.372 13.808 0.014 -0.014 0.002
Si 14.96 4.084 13.794 -0.006 -0.002 0.007
Si 12.239 6.817 13.794 -0.022 0.024 -0.003
Si 14.966 9.531 13.811 0.02 -0.018 -0.006
Si 12.243 12.262 13.8 0.007 -0.017 0.001
Si 14.966 14.984 13.801 -0.031 0.001 0
Si 16.329 0.014 15.185 0.015 0.014 -0.009
Si 19.033 2.709 15.175 -0.016 -0.007 -0.039
Si 16.316 5.431 15.179 -0.012 0.011 -0.007
Si 19.055 8.157 15.186 -0.004 0.034 0.003
Si 16.327 10.89 15.187 -0.027 -0.023 0.003
Si 19.036 13.615 15.196 -0.007 -0.034 0.011
Si 5.435 0.003 15.183 -0.009 -0.013 -0.011
Si 8.156 2.737 15.183 0.004 -0.019 0.012
Si 5.433 5.447 15.176 0.007 -0.002 0.002
Si 8.145 8.18 15.148 0.023 -0.007 -0.029
Si 5.433 10.896 15.182 0.009 0.015 -0.006
Si 8.159 13.611 15.188 -0.014 0.005 0.002
Si 10.876 0.023 15.185 0.009 0 -0.007
Si 13.62 2.722 15.18 -0.021 0.026 0
Si 10.887 5.454 15.166 -0.004 -0.007 0.003
Si 13.597 8.172 15.175 0.009 -0.001 0.018
Si 10.868 10.905 15.158 0.007 -0.014 0.002
Si 13.603 13.629 15.17 0.036 0.011 -0.02
O 18.508 10.395 33.577 -0.1 -0.162 0.398
O 17.81 0.739 28.599 0.048 0.139 -0.003
O 14.657 10.084 30.736 -0.08 -0.15 0.28
O 20.953 1.846 26.347 -0.052 -0.29 -0.148
O 9.831 2.185 30.607 0.077 -0.191 0.151
O 20.207 8.615 32.885 0.038 -0.258 -0.146
O 7.31 14.345 25.909 0.007 0.026 -0.451
O 7.381 12.987 28.165 0.049 0.055 0.075
O 19.765 15.081 32.98 0.018 -0.025 0.067
O 12.371 4.769 23.47 0.031 -0.201 -0.281
O 18.61 4.957 33.794 0.045 0.063 0.461
O 21.317 4.248 30.495 -0.261 0.092 0.175
O 10.989 8.282 22.504 0.109 -0.022 -0.228
O 13.942 8.27 26.38 -0.263 -0.088 -0.206
O 18.666 15.628 30.664 0.078 -0.09 0.717
O 11.669 15.719 26.83 0.14 0.053 -0.28
O 10.47 7.469 33.792 0.098 0.041 0.558
O 7.215 7.921 27.961 -0.136 -0.124 0.068
O 19.028 5.374 22.724 0.119 -0.108 -0.622
O 8.122 10.888 22.646 0.15 -0.213 -0.712
O 16.048 7.709 30.725 0.123 -0.172 0.217
O 21.699 6.422 33.246 0.019 0.069 0.179
O 14.603 8.481 32.814 -0.117 0.137 0.478
O 11.637 1.226 32.371 0.048 -0.334 0.592
O 14.782 11.674 23.417 -0.067 0.161 -0.353
O 18.809 3.371 30.774 0.149 -0.274 0.294
O 23.864 5.003 33.705 0.242 -0.142 0.766
O 7.697 15.725 33.73 0.105 -0.031 0.523
O 20.291 9.108 24.418 -0.025 0.198 -0.144
O 16.349 13.547 22.631 0.111 -0.003 -0.597
O 15.806 13.78 30.651 0.191 -0.126 0.536
O 16.662 5.052 30.693 -0.217 0.166 0.35
O 14.199 6.762 23.241 0.144 0.147 -0.387
O 11.234 12.074 32.882 -0.065 -0.152 0.116
O 19.385 -0.151 25.676 -0.186 0.206 0.103
O 15.603 0.074 30.022 -0.134 -0.226 0.465
O 9.578 6.61 23.767 0.106 -0.144 -0.916
O 13.46 7.858 30.384 -0.258 0.035 0.376
O 14.885 4.305 23.619 0.169 0.085 -0.176
O 12.462 6.066 32.923 0.092 -0.034 0.302
O 12.813 9.91 23.257 -0.108 0.021 -0.174
O 8.171 5.515 25.699 -0.254 0.014 -0.163
O 15.429 1.693 23.38 0.286 -0.14 0
O 6.195 3.823 25.679 0.121 0.272 -0.232
O 9.173 6.112 28.584 -0.104 -0.176 0.169
O 18.56 5.996 26.392 0.118 -0.025 -0.374
O 15.865 10.135 26.803 0.132 -0.227 0.012
O 5.929 7.593 25.53 -0.476 -0.024 -0.493
O 7.362 4.506 23.362 -0.007 -0.168 -0.527
O 9.284 14.774 27.676 -0.116 0.205 -0.251
O 14.213 6.345 28.221 0.127 0.018 0.053
O 15.895 2.285 33.543 -0.056 -0.058 0.472
O 18.121 9.915 23.028 -0.123 0.273 -0.15
O 13.304 1.292 25.95 0.068 0.174 -0.201
O 8.074 7.569 30.452 0.032 0.284 0.548
O 19.177 13.571 25.265 0.193 -0.204 -0.026
O 11.28 13.776 30.851 -0.326 0.198 0.434
O 15.342 1.282 27.727 -0.24 -0.174 0.033
O 6.527 9.937 26.467 0.059 0.21 -0.214
O 18.632 10.899 25.343 -0.296 -0.104 -0.039
O 8.967 1.23 23.138 -0.154 0.143 -0.381
O 9.812 12.728 23.373 0.156 0.017 0.022
O 9.703 14.245 32.957 -0.252 0.296 0.319
O 17.331 3.544 23.65 -0.009 0.018 -0.325
O 8.698 3.002 25.166 0.269 0.042 0.051
O 15.616 11.665 28.936 -0.166 0.042 0.114
O 16.733 6.54 32.954 0.135 0.134 0.423
O 18.05 10.728 28.328 0.037 -0.065 0.078
O 20.321 4.261 27.127 -0.083 -0.091 0.063
O 9.107 12.329 31.277 0.136 0.05 -0.091
O 5.609 2.766 22.529 -0.046 0.064 -0.234
O 15.494 2.908 25.725 0.277 0.268 -0.571
O 22.406 3.179 28.279 0.072 -0.088 -0.057
O 19.835 6.334 28.711 0.207 0.296 0.093
O 17.912 0.737 32.831 -0.06 0.139 0.278
O 13.554 0 22.694 0.034 -0.063 -0.389
O 18.123 15.301 23.47 -0.307 -0.163 -0.535
O 14.15 4.033 32.678 -0.037 -0.226 0.392
O 20.168 11.898 23.473 -0.11 -0.27 -0.475
O 13.038 10.393 33.673 0.026 -0.009 0.392
O 23.458 11.518 32.973 -0.14 -0.079 0.367
O 16.213 8.212 22.481 0.012 0.076 -0.654
O 7.665 3.754 30.414 0.236 0.135 0.071
O 7.743 10.206 30.653 -0.149 0.087 0.096
O 6.712 15.577 28.202 0.025 -0.062 -0.077
O 20.332 -0.188 28.631 0.066 0.052 -0.109
O 8.15 0.431 25.45 0.184 0.177 -0.135
O 20.951 1.726 30.874 0.01 -0.063 0.241
O 13.563 3.249 27.675 0.175 -0.085 -0.162
O 8.547 8.135 25.731 0.18 -0.078 -0.346
O 21.366 13.103 33.616 0.052 -0.132 0.589
O 11.183 4.394 28.188 -0.164 0.057 -0.171
O 21.005 11.82 26.058 -0.238 0.233 -0.404
O 18.241 14.472 28.306 0.123 -0.127 0.129
O 21.126 7.239 30.805 0.09 0.262 0.576
O 15.575 14.575 28.113 -0.123 0.099 -0.108
O 22.78 8.616 32.32 0.02 0.041 0.395
O 19.411 8.851 29.65 -0.021 -0.057 0.048
O 17.865 8.236 25.032 -0.056 0.121 -0.526
O 21.077 6.894 23.259 0.045 -0.16 -0.204
O 18.008 4.396 28.467 -0.029 0.037 -0.057
O 13.713 5.73 25.639 -0.057 -0.415 -0.77
O 8.772 2.949 32.796 0.314 0.253 0.524
O 8.973 9.036 32.618 0.113 -0.031 0.437
O 13.197 5.269 30.454 0.186 -0.319 0.578
O 11.697 6.861 28.766 0.284 0.149 0.123
O 18.542 6.781 31.017 0.046 -0.135 0.207
O 5.601 -0.182 24.942 -0.089 -0.227 -0.323
O 20.248 9.529 27.258 -0.053 -0.142 -0.344
O 17.897 8.214 27.638 -0.07 0.04 0.081
O 12.286 2.467 29.894 0.169 -0.135 0.372
O 13.479 14.742 29.704 -0.16 0.244 0.26
O 13.112 15.787 33.554 0.257 0.024 0.399
O 13.602 10.114 28.229 -0.056 -0.127 0.041
O 6.382 9.05 23.375 -0.084 0.162 -0.069
O 10.546 6.393 26.36 -0.076 0.048 -0.205
O 21.972 0.815 33.064 -0.148 0.158 0.346
O 11.544 14.782 23.444 0.142 -0.063 -0.136
O 7.468 15.177 23.364 -0.093 0.057 -0.303
O 20.431 3.347 32.893 0.09 -0.063 0.482
O 11.582 13.526 28.237 0.131 -0.305 -0.011
O 10.703 1.218 25.121 0.075 0.086 -0.544
O 17.066 15.028 25.941 -0.006 0.089 -0.239
O 10.902 2.823 22.54 0.182 -0.127 -0.521
O 14.708 13.808 33.018 0.108 -0.147 0.287
O 16.916 12.62 26.899 -0.032 -0.119 -0.201
O 22.022 15.699 30.666 -0.153 -0.078 0.268
O 16.073 6.725 26.359 -0.062 -0.048 -0.007
O 22.838 12.502 30.634 0.282 0.124 0.476
O 16.673 12.045 32.668 0.084 0.148 0.352
O 12.346 12.402 24.032 0.057 -0.019 -0.181
O 6.63 5.693 29.056 -0.224 -0.104 -0.003
O 13.566 10.775 25.652 -0.146 0.248 -0.517
O 7.364 1.304 31.137 -0.026 -0.104 0.343
O 13.13 12.111 29.885 0.109 0.045 0.193
O 21.772 11.194 28.541 0.154 0.042 -0.111
O 20.178 1.361 23.709 -0.011 -0.056 -0.634
O 5.524 13.618 22.578 -0.122 -0.016 -0.392
O 11.561 3.815 31.981 -0.092 0.24 0.383
O 17.23 14.578 32.706 -0.103 -0.009 0.281
O 10.645 13.567 25.72 -0.138 -0.333 -0.644
O 16.441 2.645 29.756 -0.043 0.13 0.231
O 11.267 1.881 27.571 0.186 -0.187 0.02
O 21.274 13.752 28.995 0.184 -0.009 0.178

Results
total energy: -101658.688 eV
total energy less fixed offsets of O -438.35, Si -107.03 eV per atom: -5.488 eV
